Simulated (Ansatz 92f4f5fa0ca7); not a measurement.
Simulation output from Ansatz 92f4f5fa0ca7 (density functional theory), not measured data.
Periodic cell of 244 atoms, Si164O80, from a study of silicon, its oxide and their interface. The atomic structure is a simulated model.
Doubt: the cutoff is far below the 930 eV that the study's wrapper takes by default for these files, so forces and energies are approximate.

Settings: functional PBE; potential files Ansatz PAW; basis plane waves; wave-function cutoff 580 eV; density cutoff ratio 5; exchange-correlation grid ratio 1; k mesh 1 x 1 x 1, Gamma-centred; self-consistency stop 5e-08 eV per atom in the density residual; occupations fixed; spin none; net charge 0.

Cell vectors (angstrom)
a  10.938  0  0
b  0  10.938  0
c  0  0  37.1556

Atoms: element, x, y, z (angstrom)
Si  0  0  0.683
Si  5.469  0  0.683
Si  2.7345  2.7345  0.683
Si  8.2035  2.7345  0.683
Si  0  5.469  0.683
Si  5.469  5.469  0.683
Si  2.7345  8.2035  0.683
Si  8.2035  8.2035  0.683
Si  1.3673  1.3673  2.0503
Si  6.8362  1.3673  2.0503
Si  4.1018  4.1018  2.0503
Si  9.5708  4.1018  2.0503
Si  1.3673  6.8362  2.0503
Si  6.8362  6.8362  2.0503
Si  4.1018  9.5708  2.0503
Si  9.5708  9.5708  2.0503
Si  2.7345  0  35.1041
Si  8.2035  0  35.1041
Si  0  2.7345  35.1041
Si  5.469  2.7345  35.1041
Si  2.7345  5.469  35.1041
Si  8.2035  5.469  35.1041
Si  0  8.2035  35.1041
Si  5.469  8.2035  35.1041
Si  4.1018  1.3673  36.4713
Si  9.5708  1.3673  36.4713
Si  1.3673  4.1018  36.4713
Si  6.8362  4.1018  36.4713
Si  4.1018  6.8362  36.4713
Si  9.5708  6.8362  36.4713
Si  1.3673  9.5708  36.4713
Si  6.8362  9.5708  36.4713
Si  -0.6033  0.2475  26.8718
Si  5.5795  -0.4215  27.4134
Si  1.3188  1.1977  28.121
Si  8.6857  2.0537  27.0965
Si  0.9622  4.6591  25.5254
Si  5.2975  5.3704  27.0276
Si  2.8932  7.1114  25.9372
Si  7.2939  8.8166  27.1944
Si  2.8768  2.379  26.7946
Si  6.8953  1.2265  28.5103
Si  4.0076  3.9072  28.3064
Si  9.7825  3.9837  27.9479
Si  2.2329  7.5262  28.2142
Si  6.7306  6.8123  28.303
Si  3.912  9.2914  28.6677
Si  9.3829  9.5378  28.2375
Si  2.6473  -0.005  29.7179
Si  8.2813  -0.0842  29.8433
Si  0.1139  2.7339  29.5309
Si  5.4972  2.7218  29.6983
Si  2.8177  5.5395  29.569
Si  8.3661  5.4315  29.3844
Si  0.1061  8.2294  29.4157
Si  5.4957  8.0722  29.8657
Si  4.0983  1.3545  31.0371
Si  9.6682  1.412  31.0132
Si  1.4  4.1565  30.9243
Si  6.9531  4.139  30.9146
Si  4.1131  6.7156  31.1354
Si  9.6769  6.816  30.8343
Si  1.2822  9.5479  31.0247
Si  6.8579  9.5174  31.129
Si  0.0079  0.0103  32.415
Si  5.4615  -0.0184  32.4176
Si  2.7347  2.771  32.3529
Si  8.2405  2.7522  32.3485
Si  0.0125  5.4697  32.3189
Si  5.5556  5.3987  32.4047
Si  2.7094  8.1802  32.3703
Si  8.2957  8.1249  32.349
Si  1.3883  1.3895  33.7409
Si  6.8505  1.3831  33.7277
Si  4.1179  4.0925  33.7461
Si  9.5856  4.1178  33.7259
Si  1.3508  6.8239  33.7353
Si  6.8714  6.8309  33.7395
Si  4.0757  9.5495  33.7467
Si  9.5728  9.5588  33.7426
Si  2.7298  0.0014  3.4044
Si  8.1967  0.0016  3.417
Si  0.0005  2.7397  3.411
Si  5.4596  2.7358  3.4089
Si  2.7252  5.4674  3.4172
Si  8.1932  5.4705  3.4009
Si  -0.0079  8.2034  3.4117
Si  5.4549  8.2005  3.4118
Si  4.1007  1.3578  4.7695
Si  9.5816  1.3653  4.772
Si  1.3271  4.1353  4.789
Si  6.7734  4.161  4.759
Si  4.0978  6.8253  4.7826
Si  9.5655  6.8201  4.7659
Si  1.3319  9.6073  4.7654
Si  6.7748  9.6114  4.7716
Si  -0.0022  0.0225  6.2004
Si  5.4263  0.0219  6.2126
Si  2.7261  2.7472  6.0845
Si  8.1792  2.789  6.0281
Si  -0.0285  5.4922  6.2118
Si  5.4214  5.4786  6.2273
Si  2.7108  8.2226  6.0814
Si  8.1362  8.1872  6.0478
Si  1.4334  1.4402  7.5375
Si  6.8221  1.5299  7.4393
Si  3.9982  4.0552  7.563
Si  9.4443  4.0997  7.502
Si  1.3945  6.9137  7.5174
Si  6.8128  6.9234  7.5364
Si  4.0056  9.532  7.5448
Si  9.4647  9.5198  7.4161
Si  2.7132  0.0077  8.9724
Si  8.1557  0.0708  8.6678
Si  -0.0292  2.7924  8.8175
Si  5.4448  2.7745  8.9647
Si  2.6636  5.4848  8.9457
Si  8.1119  5.5172  8.9231
Si  -0.0949  8.2203  8.8327
Si  5.3864  8.2027  8.9588
Si  4.6205  0.8963  10.1751
Si  10.0376  0.8583  9.8848
Si  0.6707  4.732  10.0692
Si  6.2917  4.6586  10.2132
Si  4.4931  6.3411  10.23
Si  9.955  6.4284  10.123
Si  0.7538  10.0419  10.0514
Si  6.3726  10.1562  9.956
O  7.2838  -1.0738  11.3324
O  4.3307  1.3625  11.7743
O  -1.3888  1.3104  11.4022
O  0.8543  9.4424  11.634
O  9.7266  17.7968  11.739
O  3.8734  6.6462  11.8184
O  6.9104  4.2524  11.7397
O  0.8019  4.5239  11.7145
O  8.0603  2.4435  25.6087
O  5.5504  1.9711  24.9026
O  1.7179  6.1193  25.3374
O  -2.998  6.525  24.1272
O  7.143  8.5419  25.5617
O  3.2211  -2.3834  25.1622
O  4.3162  6.2686  26.0241
O  6.2195  4.3303  26.1244
Si  9.8227  4.9265  17.694
Si  4.5587  11.9421  15.4819
Si  3.9832  -1.0964  24.3905
Si  3.1729  12.3291  12.9187
Si  15.8866  6.8795  13.0256
Si  12.5202  10.307  22.7603
Si  4.5238  11.8141  25.7178
Si  12.0274  -0.8732  13.1212
Si  -1.7828  7.0471  13.2521
Si  16.0063  -0.0675  19.9406
Si  8.6589  7.4251  18.7439
Si  -0.7834  11.8914  22.3773
Si  8.0971  13.2982  17.6103
Si  7.739  5.2514  23.1176
Si  6.2125  9.2652  22.2245
Si  15.9327  2.2592  18.1763
Si  0.5906  3.7234  19.8666
Si  12.1372  5.015  15.7532
Si  4.1334  6.8773  19.2006
Si  10.3086  10.0556  24.7084
Si  13.4465  9.0289  20.2069
Si  6.5715  -4.3515  20.7049
Si  8.0635  8.1417  24.2904
Si  -1.1219  1.3341  12.9923
Si  6.6771  3.1397  25.1029
Si  7.0234  8.9712  12.6411
Si  11.8692  3.549  12.992
Si  11.0804  9.169  18.2492
Si  6.9491  4.7508  13.2947
Si  10.4617  4.0007  22.6922
Si  11.4252  18.8317  15.3108
Si  7.4961  1.9802  14.7832
Si  2.9316  15.3161  18.1796
Si  16.0804  9.2015  14.8604
Si  16.9444  8.878  17.7776
Si  9.9809  11.8446  19.4278
O  19.5444  12.1528  18.6291
O  17.0211  -2.0019  16.1594
O  6.1485  12.1134  15.1861
O  9.5759  11.3545  20.9423
O  9.2016  4.9958  22.4473
O  3.0898  -0.3486  23.2304
O  8.4184  8.5077  13.3157
O  -1.8482  6.3675  17.5879
O  11.7814  -1.23  24.0902
O  2.5077  10.8545  13.0508
O  15.8424  1.5275  19.6345
O  -0.1556  26.5978  26.7475
O  13.0623  14.5452  19.363
O  16.3338  5.9967  19.7459
O  8.0661  6.6346  20.043
O  23.5077  8.8767  18.8382
O  10.8386  13.2174  19.5925
O  3.7564  1.8723  14.367
O  6.6444  5.6279  21.9892
O  2.0423  3.4522  25.7844
O  5.7845  10.2771  18.5837
O  10.7962  0.1366  13.5066
O  10.7961  10.7547  18.5323
O  12.3363  4.4403  14.2568
O  12.4661  9.2778  21.4918
O  13.1983  15.1725  16.7075
O  -5.4212  5.4811  13.6618
O  6.5128  13.386  17.7195
O  -1.1163  2.5019  22.6754
O  8.4925  12.9533  16.0729
O  0.5638  4.1404  21.4421
O  5.1794  9.1788  23.4815
O  15.351  14.6961  18.2078
O  15.0447  -0.5653  15.3095
O  6.2138  7.5998  12.2538
O  3.0368  5.9625  18.4626
O  12.9657  2.454  12.5163
O  9.5347  11.0238  23.6147
O  10.826  4.9134  18.9861
O  9.5825  -2.3534  24.7103
O  8.3385  1.1764  13.6543
O  9.9627  8.3256  19.0998
O  7.1046  3.4763  14.2855
O  8.1793  5.7825  13.5968
O  21.4167  2.7811  13.3856
O  6.0962  -1.1342  13.6808
O  7.663  8.9983  22.9455
O  10.224  7.1604  14.4793
O  11.0089  8.7469  16.6602
O  8.7069  3.8032  17.976
O  3.5648  10.2657  20.113
O  12.1515  8.9224  14.2761
O  12.3895  6.6422  15.7668
O  10.6345  4.6671  16.3096
O  5.9682  10.6138  21.3068
O  11.1826  4.3323  24.0968
O  3.3428  7.6442  20.4072
O  15.6708  7.9304  18.1161
O  15.1276  12.3743  17.0033
O  7.1088  3.8976  23.7349
O  6.0659  8.0777  21.1179
O  11.7893  11.7108  22.3597
O  4.4235  7.8507  14.2563
O  7.4662  8.3565  18.2029

Results
free energy: -149752.212 eV
free energy less fixed offsets of O -568.88, Si -635.61 eV per atom: -1.772 eV

Forces (eV/angstrom), in the order of the atoms: element, x, y, z
Si  -0.0187  0.0119  0.0079
Si  -0.013  -0.0048  0.0295
Si  -0.0169  0.0219  -0.0401
Si  -0.0191  -0.0074  -0.0324
Si  0.0005  0.0525  -0.0006
Si  -0.0091  0.0078  0.0117
Si  0.0193  0.0656  -0.0293
Si  -0.0172  0.0072  -0.039
Si  0.0292  0.0895  -0.0895
Si  0.0572  0.082  -0.0379
Si  -0.1339  -0.0428  -0.0503
Si  -0.0841  -0.0775  -0.0828
Si  0.0228  0.0409  -0.0352
Si  0.0112  0.1654  -0.0984
Si  -0.082  -0.0643  -0.0843
Si  -0.1272  -0.0157  -0.0372
Si  0.014  0.0728  0.0672
Si  -0.0594  -0.054  -0.0705
Si  0.0158  0.0833  -0.0393
Si  0.0416  -0.1032  0.1076
Si  0.0406  0.0253  -0.069
Si  0.1223  -0.0604  0.1266
Si  0.0257  -0.044  0.0775
Si  0.1015  -0.0549  -0.0918
Si  0.0841  -0.0719  0.016
Si  0.0044  -0.0106  -0.0179
Si  0.0234  -0.0536  0.0084
Si  0.0279  -0.0246  0.0037
Si  0.0121  -0.0375  -0.0021
Si  -0.0196  -0.0029  0.0171
Si  -0.0182  -0.0115  -0.0066
Si  -0.0299  0.0544  0.0049
Si  0.1827  0.0976  0.063
Si  0.0649  0.1929  0.2976
Si  -0.2414  -0.138  -0.0017
Si  -0.4092  -0.2158  -0.2916
Si  -0.0734  -0.0822  -0.1949
Si  -0.0237  -0.2981  -0.2582
Si  -0.0268  0.2083  0.745
Si  0.0896  -0.1734  -0.2738
Si  -0.4212  0.5856  0.0922
Si  -0.0657  -0.0063  0.225
Si  0.2453  -0.0218  0.0046
Si  0.3719  0.2491  0.0125
Si  -0.194  0.0109  0.1425
Si  0.0157  -0.1439  -0.0556
Si  0.0251  0.1212  0.0423
Si  -0.0723  0.0211  0
Si  0.1173  -0.0692  -0.0032
Si  -0.0967  0.1934  0.1213
Si  0.0417  -0.0319  -0.0231
Si  0.1993  -0.0941  -0.0822
Si  -0.2381  0.0459  -0.0726
Si  -0.1448  0.1124  -0.0126
Si  0.1761  0.0115  -0.2016
Si  -0.1231  0.0782  0.2458
Si  -0.0067  0.0877  -0.0534
Si  -0.0662  -0.0781  0.0088
Si  0.0553  0.063  0.0092
Si  -0.0523  -0.1088  0.0015
Si  0.188  0.1042  0.1205
Si  0.065  -0.0855  -0.0818
Si  0.1149  0.1133  -0.0489
Si  0.1379  -0.0308  0.0843
Si  0.0098  0.0563  0.0268
Si  -0.056  -0.0401  -0.0378
Si  0.1342  0.0432  -0.0616
Si  0.0517  -0.0147  -0.0731
Si  -0.0382  -0.0711  -0.0124
Si  0.0358  0.1134  0.0059
Si  -0.0717  -0.11  -0.0179
Si  -0.106  0.1057  -0.0486
Si  -0.0221  -0.0348  0.0001
Si  -0.0145  0.0172  -0.0165
Si  0.026  -0.101  0.0088
Si  -0.0649  -0.0022  -0.0029
Si  0.0278  0.0343  -0.0029
Si  0.019  -0.048  0.0141
Si  0.0427  0.0257  -0.0245
Si  -0.0307  0.0341  -0.0044
Si  -0.0096  -0.0005  0.0364
Si  0.0066  -0.01  0.0296
Si  0.0044  -0.0049  0.0373
Si  0.0293  -0.0244  0.0236
Si  0.0008  0.0085  0.0254
Si  0.007  -0.0016  0.0238
Si  -0.0172  0.0178  0.0295
Si  -0.0048  0.0061  0.0308
Si  -0.0425  0.027  0.0227
Si  -0.0274  0.0289  0.0487
Si  -0.002  -0.0484  0.0415
Si  0.0632  -0.0201  0.0281
Si  -0.0125  0.035  0.0542
Si  -0.0334  0.0184  0.0373
Si  0.0414  -0.0147  0.0656
Si  0.0553  -0.0399  0.0359
Si  0.0298  -0.0124  -0.018
Si  -0.0228  -0.0014  -0.0193
Si  0.0209  -0.0634  -0.0607
Si  -0.0812  0.0748  -0.088
Si  -0.0216  -0.0034  -0.0203
Si  -0.0024  -0.0291  0.0384
Si  -0.0224  0.0444  -0.0575
Si  0.0064  0.0248  -0.0864
Si  -0.0405  -0.0303  -0.132
Si  0.0081  0.0358  -0.0133
Si  0.0518  0.1111  0.0086
Si  0.0476  0.0555  -0.0146
Si  -0.0597  -0.003  -0.0211
Si  -0.0081  -0.0319  -0.0478
Si  0.0116  0.0484  0.0379
Si  0.0297  -0.0136  -0.1271
Si  0.0382  0.0464  -0.0132
Si  -0.0031  -0.0472  -0.1398
Si  -0.0297  0.0054  0.0151
Si  0.0285  0.0765  -0.2022
Si  0.0032  -0.0049  -0.0838
Si  -0.0347  -0.0495  -0.152
Si  0.033  -0.0165  -0.2624
Si  0.0796  0.1023  -0.0347
Si  -0.4678  0.3431  0.4198
Si  -0.4811  0.5243  0.3598
Si  0.5745  -0.6556  0.3854
Si  0.5585  -0.4763  0.3787
Si  -0.6858  0.2952  0.3386
Si  -0.4002  0.6525  0.6082
Si  0.3282  -0.4876  0.4769
Si  0.4748  -0.3746  0.0241
O  -0.193  0.0589  -0.0835
O  0.1333  -0.209  -0.354
O  0.1596  -0.1966  -0.1757
O  -0.0902  0.129  -0.4646
O  0.2255  -0.2418  -0.4277
O  0.2628  -0.2107  -0.5409
O  -0.2636  0.1565  -0.489
O  -0.1915  0.2383  -0.2452
O  0.0839  -0.1294  0.0361
O  -0.4175  -0.3  0.0622
O  0.0486  -0.1384  -0.2194
O  -0.0671  -0.0322  -0.0059
O  0.0329  0.0958  -0.0934
O  0.0992  -0.0694  -0.1798
O  -0.084  0.1808  -0.1206
O  -0.0267  0.1171  0.084
Si  0.0848  -0.0603  -0.0503
Si  0.1386  -0.0292  0.0847
Si  -0.1738  -0.1369  -0.1903
Si  0.0153  -0.0002  0.196
Si  0.0489  0.1096  0.5382
Si  -0.2726  0.009  -0.0545
Si  0.6627  -0.0322  -0.0752
Si  -0.0708  0.0649  0.3648
Si  0.0332  -0.1137  0.2677
Si  0.053  -0.0499  -0.0802
Si  -0.0528  -0.0294  -0.0292
Si  -0.0197  0.0254  0.1013
Si  0.1032  -0.0344  -0.1692
Si  0.1307  0.0854  -0.2631
Si  0.0267  -0.0451  -0.1303
Si  -0.0447  -0.1314  -0.1457
Si  -0.0543  0.0569  0.0603
Si  -0.0841  0.1654  0.1211
Si  0.1281  0.0571  -0.085
Si  0.0598  0.259  -0.0802
Si  -0.077  0.038  0.0053
Si  0.0768  -0.1355  0.1124
Si  0.1217  0.0479  0.1236
Si  -0.132  0.0151  0.1832
Si  0.2503  0.1904  0.0168
Si  0.0041  0.0886  0.3225
Si  -0.1106  0.0106  0.1262
Si  -0.0125  -0.0683  -0.1104
Si  -0.0155  -0.0455  0.3454
Si  -0.1757  -0.0945  -0.2222
Si  0.077  -0.0696  0.0303
Si  0.0079  -0.0613  -0.0203
Si  -0.1006  0.023  -0.123
Si  -0.0284  0.1391  0.1767
Si  -0.0716  -0.0105  -0.0674
Si  -0.02  0.0673  0.0667
O  0.0147  -0.0531  0.0823
O  -0.0108  -0.0197  -0.0612
O  -0.0153  -0.0149  0.0168
O  0.0351  -0.0261  -0.0603
O  -0.0436  0.0223  0.1246
O  0.072  -0.0337  -0.0949
O  -0.0368  0.0593  -0.0448
O  -0.027  0.009  -0.0415
O  0.0229  -0.0564  -0.0528
O  0.0586  -0.024  -0.086
O  0.0075  0.0049  0.0338
O  -0.2732  -0.2656  0.4059
O  0.0345  -0.0152  0.0068
O  0.0409  0.0384  0.0447
O  -0.04  0.0151  0.0262
O  0.0515  0.0205  0.062
O  0.0353  -0.0516  -0.0344
O  -0.0902  0.0172  -0.1841
O  0.0211  -0.0015  0.0417
O  0.2264  -0.279  0.1187
O  -0.0141  0.047  0.0716
O  0.0769  -0.071  -0.0492
O  0.0055  0.0285  0.0218
O  0.0177  -0.0427  -0.1397
O  0.0379  -0.0486  0.0212
O  -0.0121  -0.0313  -0.0162
O  -0.0815  0.1223  -0.1331
O  -0.0391  0.0676  0.0697
O  0.007  0.0318  -0.0209
O  -0.012  0.0057  0.0418
O  0.0202  -0.0246  0.0007
O  -0.0218  -0.0136  0.0599
O  0.03  -0.0061  0.046
O  0.0223  -0.0621  -0.0345
O  -0.0089  -0.0249  -0.1583
O  -0.0028  0.0353  0.0495
O  0.0596  -0.0242  -0.1465
O  0.0152  -0.0045  0.0442
O  0.0163  -0.0338  0.0612
O  -0.0704  -0.0442  0.1261
O  0.0801  -0.0101  -0.0927
O  0.0197  0.0234  0.0558
O  -0.0075  0.128  -0.1126
O  0.0152  0.0191  -0.0684
O  0.0112  0.0719  -0.0329
O  0.0695  -0.1212  -0.1116
O  -0.0758  -0.0439  -0.0443
O  -0.112  -0.0629  -0.1743
O  -0.0061  0.0516  0.0606
O  -0.0422  0.0749  0.0669
O  -0.0135  0.0044  0.0033
O  0.0705  0.1037  -0.1963
O  -0.008  -0.015  -0.0178
O  0.015  -0.039  -0.0361
O  -0.0118  -0.0047  0.0794
O  0.0875  0.0767  0.3007
O  -0.0447  0.0212  0.0727
O  -0.0384  -0.0504  0.0309
O  -0.0196  0.0554  0.0715
O  -0.1385  -0.1211  0.1348
O  -0.1041  0.1083  0.0592
O  0.042  -0.0391  -0.0511
O  0.0326  -0.1419  -0.2133
O  0.0362  0.0293  -0.027

The program warned: the cutoff lies below the one the program advises for these potential files; the forces do not sum to zero within the program's tolerance; the exchange-correlation potential is rough where the density is thin.
